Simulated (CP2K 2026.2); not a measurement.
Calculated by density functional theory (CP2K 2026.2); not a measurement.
Periodic cell of 534 atoms, Si358O176, from a study of silicon, its oxide and their interface. The atomic structure is a simulated model.
Doubt: the forces sum to 2.08 eV/angstrom along one axis rather than to zero, so they err by at least 0.0039 eV/angstrom per atom on average; the grid cutoff is modest.

Settings: functional PBE; method Gaussian and plane waves; basis set DZVP-MOLOPT-SR-GTH; pseudopotentials GTH-PBE; grid cutoff 350 Ry, relative cutoff 50 Ry; k points Gamma only; occupations fixed; spin none; net charge 0.

Cell vectors (angstrom)
a 16.4025 0 0
b 0 16.4025 0
c 0 0 35.7462

Atoms and the computed forces on them: element, x, y, z (angstrom), force x, y, z (eV/angstrom)
Si 16.054 0.183 0.183 -0.013 -0.049 0.299
Si 2.756 2.277 0.027 -0.383 -0.242 0.242
Si 16.19 5.759 0.053 0.008 -0.015 -0.078
Si 2.591 8.686 0.138 0.009 -0.083 -0.005
Si 0.241 10.732 0.13 -0.034 0.018 -0.087
Si 2.864 13.427 0.248 0.045 -0.106 -0.313
Si 5.979 15.819 35.55 0.316 -0.195 0.343
Si 8.519 2.668 35.576 -0.267 0.414 0.308
Si 4.563 5.215 35.118 0.249 -0.069 0.505
Si 8.498 8.015 0.083 0.1 -0.069 -0.094
Si 5.055 11.269 0.256 0.106 -0.009 -0.058
Si 8.24 13.699 0.251 -0.032 0.004 0.061
Si 11.147 16.284 0.087 0.358 -0.285 -0.254
Si 13.952 2.474 0.245 0.127 -0.032 -0.146
Si 10.716 5.766 0.168 0.099 0.046 -0.092
Si 13.947 7.949 0.106 -0.046 -0.099 -0.002
Si 10.58 11.727 35.227 0.243 0.316 0.52
Si 13.332 14.147 0.345 0.039 -0.032 0.213
Si 1.34 1.192 1.52 -0.247 0.072 -0.327
Si 3.913 3.977 1.245 -0.121 0.013 -0.066
Si 1.393 6.943 1.346 -0.058 0.187 -0.317
Si 3.978 9.745 1.678 0.14 0.006 -0.215
Si 1.311 12.282 1.575 0.047 0.034 -0.183
Si 4.225 14.997 1.349 0.04 0.07 -0.289
Si 6.999 1.267 1.131 -0.162 -0.19 -0.109
Si 9.563 4.104 1.392 0.171 -0.003 0.023
Si 6.697 6.899 1.207 -0.189 -0.018 -0.446
Si 9.685 9.758 1.16 -0.115 -0.117 -0.29
Si 6.838 12.278 1.473 -0.191 0.011 -0.203
Si 9.627 15.109 1.501 -0.013 -0.104 -0.213
Si 12.296 1.381 1.527 0.124 0.049 -0.271
Si 15.116 4.133 1.448 -0.072 -0.008 -0.2
Si 12.343 6.875 1.47 -0.062 -0.081 -0.175
Si 15.061 9.559 1.432 0.045 -0.036 -0.177
Si 12.118 12.401 1.328 0.121 0.126 -0.424
Si 14.916 15.184 1.693 -0.026 -0.039 -0.391
Si 0.064 2.755 2.816 0.138 -0.001 0.061
Si 2.805 16.303 2.782 0.07 -0.07 0.121
Si 0.011 8.225 2.834 0.089 -0.058 0.025
Si 2.72 5.48 2.678 0.035 -0.026 -0.048
Si 16.336 13.698 2.854 -0.012 0.024 0.009
Si 2.64 11.015 3.037 -0.078 0.065 0.22
Si 5.486 2.664 2.547 0.039 -0.104 -0.247
Si 8.236 0.062 2.782 -0.094 0.127 -0.017
Si 5.463 8.24 2.728 -0.139 -0.018 0.159
Si 8.054 5.466 2.631 -0.082 -0.12 0.108
Si 5.497 13.674 2.83 -0.033 -0.086 0.133
Si 8.238 10.88 2.721 0.04 0.069 -0.007
Si 10.937 2.797 2.808 -0.085 0.061 0.027
Si 13.59 0.106 3.021 0.033 0.006 0.159
Si 10.952 8.34 2.691 0.084 0.095 0.011
Si 13.671 5.442 2.808 -0.026 0.003 0.074
Si 10.9 13.686 2.866 -0.05 0.02 0.052
Si 13.589 10.979 2.675 -0.026 -0.002 -0.181
Si 1.41 4.148 4.149 -0.029 -0.09 0.013
Si 4.153 1.358 4.069 -0.076 0.058 -0.046
Si 1.312 9.558 4.29 -0.024 0.011 -0.082
Si 4.09 6.838 4.082 0.069 -0.03 -0.064
Si 1.385 15.01 4.186 0.052 -0.028 -0.035
Si 4.117 12.362 4.261 -0.041 0.015 -0.074
Si 6.77 4.054 4.042 0.048 0.104 -0.062
Si 9.575 1.421 4.17 -0.077 -0.024 -0.032
Si 6.853 9.551 4.116 0.083 -0.042 0.028
Si 9.508 6.876 3.999 -0.049 0.111 -0.161
Si 6.866 15.072 4.158 -0.078 0.027 -0.062
Si 9.51 12.29 4.163 0.088 0.012 -0.034
Si 12.296 4.122 4.191 0.06 0.021 -0.007
Si 15.059 1.463 4.243 -0.092 -0.024 -0.024
Si 12.303 9.619 4.133 -0.127 -0.038 0.03
Si 15.03 6.826 4.167 0.064 0.046 -0.045
Si 12.253 15.039 4.275 0.093 -0.025 -0.063
Si 14.951 12.298 4.146 0.016 0.062 -0.017
Si 16.402 16.395 10.986 0.001 -0.001 -0.007
Si 2.742 2.728 11.002 0.001 -0.005 0.007
Si 16.399 5.46 10.992 -0.016 -0.003 -0.005
Si 2.732 8.176 10.989 0.001 0.003 0.017
Si 16.394 10.912 10.971 0.011 0.01 -0.004
Si 2.724 13.649 10.988 -0.004 -0.003 0.016
Si 5.45 16.392 10.992 -0.009 -0.009 -0.006
Si 8.178 2.733 10.998 0.005 -0.006 0.006
Si 5.459 5.453 10.992 0.019 -0.002 -0.009
Si 8.183 8.19 11 0.021 0.009 0.001
Si 5.449 10.91 10.983 0.01 -0.004 -0.01
Si 8.173 13.656 11.002 0.004 0.003 0.011
Si 10.906 0.006 10.983 0.019 0.023 -0.01
Si 13.662 2.741 10.995 0.007 -0.012 -0.001
Si 10.919 5.474 10.997 0.003 -0.034 -0.015
Si 13.654 8.187 11.001 0.01 0.006 0.011
Si 10.904 10.917 10.995 0.015 0.007 -0.009
Si 13.648 13.654 10.985 0.002 0.012 0.006
Si 1.379 1.345 12.352 -0.019 0.005 -0.009
Si 4.112 4.083 12.374 -0.025 0.005 0.004
Si 1.375 6.807 12.368 -0.025 -0.005 0.003
Si 4.094 9.541 12.364 -0.029 0.012 0.001
Si 1.354 12.266 12.342 -0.032 -0.007 -0.005
Si 4.093 15.013 12.355 0.025 0.035 0.008
Si 6.807 1.355 12.359 0.025 -0.013 -0.001
Si 9.549 4.104 12.355 0.034 0.026 -0.017
Si 6.811 6.822 12.361 -0.015 -0.018 -0.008
Si 9.544 9.56 12.371 -0.002 0.002 -0.005
Si 6.803 12.275 12.363 -0.024 -0.006 -0.008
Si 9.536 15.042 12.357 0.041 -0.002 -0.003
Si 12.28 1.363 12.347 -0.025 -0.028 -0.019
Si 15.042 4.098 12.373 -0.014 -0.012 -0.005
Si 12.288 6.829 12.377 0.033 0.006 -0.01
Si 15.043 9.545 12.348 -0.001 0.034 -0.008
Si 12.28 12.281 12.345 -0.018 -0.022 -0.003
Si 15.038 15.008 12.334 -0.027 0.001 -0.006
Si 0.041 2.727 13.716 0.002 -0.044 0.007
Si 2.726 16.367 13.726 -0.015 0 0.001
Si 0.006 8.179 13.726 -0.037 -0.007 0
Si 2.758 5.45 13.743 0.011 -0.026 -0.01
Si 16.389 13.625 13.706 0.018 0 0.007
Si 2.706 10.895 13.721 0.015 0.005 -0.026
Si 5.45 2.696 13.753 0.015 0.01 0.003
Si 8.151 16.389 13.737 -0.044 0.039 0.018
Si 5.452 8.176 13.749 0.065 -0.022 0.006
Si 8.173 5.458 13.72 0.03 -0.029 -0.013
Si 5.434 13.635 13.736 0.011 -0.003 -0.003
Si 8.161 10.91 13.739 0.047 0.017 0.017
Si 10.906 2.729 13.716 0.012 -0.006 0.015
Si 13.661 16.375 13.674 0.025 0.018 0.003
Si 10.918 8.203 13.738 -0.046 0.018 0.021
Si 13.666 5.464 13.744 -0.032 0.008 0.041
Si 10.902 13.65 13.695 0.015 0.034 -0.017
Si 13.667 10.913 13.69 0.002 -0.035 -0.006
Si 1.446 4.047 15.114 -0.03 0.031 0.045
Si 4.081 1.311 15.124 0.044 -0.008 0.062
Si 1.375 9.516 15.113 0.006 0.024 0.091
Si 4.101 6.815 15.14 -0.027 -0.01 0.095
Si 1.372 14.965 15.068 -0.02 0.026 0.025
Si 4.04 12.272 15.089 0.03 -0.037 0.044
Si 6.83 4.073 15.093 -0.002 0.07 -0.031
Si 9.505 1.386 15.084 0.066 -0.024 -0.005
Si 6.81 9.537 15.129 -0.039 -0.025 0.083
Si 9.505 6.855 15.081 0.033 -0.031 0.077
Si 6.797 14.994 15.114 0.03 0.05 0.02
Si 9.518 12.312 15.074 -0.034 -0.08 0.025
Si 12.275 4.089 15.088 -0.064 0.004 -0.006
Si 15.048 1.337 15.011 -0.028 -0.027 -0.033
Si 12.321 9.566 15.08 0.078 0.059 0.046
Si 15.058 6.823 15.114 0.033 0.021 0.056
Si 12.309 14.988 15.034 -0.05 -0.013 0.029
Si 15.021 12.257 15.072 -0.039 -0.013 0.064
Si 16.395 16.351 16.362 0.036 0.001 0.059
Si 2.794 2.685 16.56 -0.015 0.001 0.095
Si 0.109 5.463 16.432 -0.033 -0.061 -0.004
Si 2.751 8.189 16.542 0.025 -0.002 0.045
Si 16.372 10.875 16.446 -0.003 -0.062 0.05
Si 2.664 13.582 16.505 0.002 0.02 0.122
Si 5.372 16.279 16.505 0.035 -0.015 0.033
Si 8.132 2.719 16.514 -0.01 0.04 0.133
Si 5.503 5.436 16.478 0.094 -0.117 0.045
Si 8.181 8.194 16.542 0.117 0.029 0.026
Si 5.392 10.904 16.448 -0.033 0.067 0.012
Si 8.158 13.641 16.501 -0.013 0.041 0.04
Si 10.907 16.365 16.322 0.004 0.047 0.006
Si 13.713 2.71 16.366 0.079 -0.051 0.056
Si 10.833 5.451 16.418 -0.039 0.089 0.053
Si 13.666 8.19 16.482 -0.103 -0.017 0.094
Si 10.954 10.99 16.384 -0.064 -0.044 -0.009
Si 13.658 13.623 16.444 0.036 0.002 0.073
Si 1.337 1.235 17.796 -0.001 -0.049 -0.129
Si 4.287 4.021 17.945 0.121 -0.028 -0.046
Si 1.479 6.733 17.916 0.009 -0.016 0.12
Si 4.055 9.632 17.933 -0.041 -0.046 0.019
Si 1.254 12.226 17.884 -0.033 0.045 -0.025
Si 4.011 14.887 17.948 -0.004 0.068 0.023
Si 6.753 1.247 17.824 0.025 0.086 -0.224
Si 9.45 4.183 17.891 -0.102 0.058 -0.055
Si 6.769 6.82 17.932 -0.126 -0.055 -0.092
Si 9.649 9.643 17.769 0.134 0.013 -0.284
Si 6.694 12.271 17.832 -0.013 0.035 -0.006
Si 9.61 15.044 17.777 0.057 -0.034 -0.11
Si 12.304 1.307 17.626 -0.008 -0.048 -0.213
Si 15.154 4.05 17.707 0.043 -0.02 -0.189
Si 12.225 6.783 17.765 -0.017 0.132 -0.156
Si 15.06 9.536 17.885 0.107 -0.054 0.035
Si 12.245 12.328 17.852 -0.013 -0.023 0.144
Si 15.077 14.986 17.756 0.067 0.004 -0.089
Si 0.095 2.696 19.12 -0.011 0.03 0.456
Si 2.524 16.203 19.264 0.018 -0.143 0.31
Si 0.019 8.052 19.263 -0.055 -0.023 0.26
Si 3.033 5.455 19.314 -0.085 0.192 0.183
Si 16.293 13.604 19.254 -0.028 0.065 0.262
Si 2.537 10.876 19.333 0.046 -0.141 0.17
Si 5.47 2.431 19.389 -0.163 0.014 0.252
Si 8.152 16.305 19.094 0.074 -0.05 0.121
Si 5.468 8.305 19.294 -0.019 -0.119 0.122
Si 8.102 5.561 19.465 0.036 0.04 0.184
Si 5.283 13.451 19.398 -0.115 0.047 0.26
Si 8.25 11.031 19.042 0.12 0.006 0.122
Si 10.953 2.704 18.886 0.073 -0.023 0.205
Si 13.693 16.389 18.979 -0.084 0.085 0.351
Si 10.937 8.221 19.171 0.158 0.001 -0.162
Si 13.701 5.381 18.934 -0.144 -0.11 0.261
Si 11.011 13.869 19.281 0.08 0.009 0.394
Si 13.621 10.928 19.204 -0.016 0.085 0.078
Si 1.875 3.725 20.383 -0.218 -0.07 -0.003
Si 3.732 1.242 20.636 -0.101 0.071 -0.078
Si 1.435 9.257 20.737 -0.242 0.007 -0.146
Si 3.985 7.244 20.852 0.278 0.024 -0.337
Si 1.367 14.654 20.798 -0.178 0.248 -0.298
Si 3.524 12.283 20.948 -0.08 -0.066 -0.349
Si 7.032 3.232 20.995 -0.134 0.089 -0.135
Si 9.485 1.485 20.188 0.228 0.117 0.185
Si 7.433 9.219 20.258 -0.57 0.513 0.103
Si 9.063 7.527 20.373 0.484 -0.341 0.385
Si 6.946 14.759 20.426 0.141 -0.072 0.28
Si 9.283 12.714 20.373 -0.134 -0.133 0.279
Si 12.588 3.766 20.19 0.024 0.026 0.19
Si 14.796 1.538 20.313 0.17 0.27 0.1
Si 12.674 9.174 20.479 -0.201 -0.137 0.31
Si 14.818 6.746 20.44 0 -0.022 -0.038
Si 12.705 15.137 20.727 0.047 -0.1 -0.545
Si 14.633 12.58 20.595 -0.092 -0.075 -0.142
Si 0.577 2.591 24.186 -0.002 0.127 0.233
Si 0.078 5.054 22.564 -0.166 -0.037 -0.032
Si 0.152 6.832 24.955 -0.176 0.055 0.384
Si 13.852 5.445 25.163 -0.179 0.096 0.198
Si 12.435 11.85 24.769 0.031 -0.01 0.127
Si 16.088 0.024 22.857 -0.102 -0.043 -0.083
Si 5.178 15.872 22.821 0.071 -0.072 -0.048
Si 11.471 0.904 22.623 0.004 0.134 0.133
Si 6.371 6.206 26.194 0.051 0.084 0.116
Si 8.616 8.99 22.851 -0.106 -0.022 0.292
Si 4.979 13.502 24.89 0.194 0.026 0.291
Si 8.149 13.538 25.237 0.05 0.02 -0.001
Si 9.146 0.889 27.422 -0.031 -0.06 -0.077
Si 2.16 2.225 28.159 0.044 0.052 0.032
Si 11.464 6.668 24.528 -0.004 -0.002 0.188
Si 12.965 9.245 23.377 -0.231 -0.096 0.373
Si 9.755 11.741 23.313 -0.041 0.107 0.312
Si 15.774 10.521 22.864 -0.094 0.14 0.082
Si 15.871 1.577 27.01 -0.016 -0.108 0.019
Si 6.962 1.663 23.695 0.277 -0.001 0.283
Si 2.348 8.604 25.057 -0.167 0.044 0.293
Si 7.475 5.803 31.577 0.103 0.244 -0.078
Si 15.285 12.464 25.033 -0.04 -0.001 0.034
Si 3.244 13.76 27.524 -0.057 0.027 -0.066
Si 5.97 3.022 26.11 -0.042 0.076 0.132
Si 12.037 4.128 23.1 -0.008 0.152 0.368
Si 4.738 7.726 23.752 -0.018 -0.148 0.318
Si 8.711 7.916 25.54 0.118 -0.108 0.119
Si 15.959 11.438 29.222 0.04 -0.077 -0.178
Si 9.335 0.043 24.457 -0.135 -0.232 0.229
Si 11.731 5.431 28.946 0.124 0.088 -0.073
Si 14.352 3.972 27.784 -0.008 0.247 0.032
Si 13.432 8.827 32.989 0.241 -0.094 -0.479
Si 13.518 13.14 27.043 -0.078 0.066 0.06
Si 9.858 15.31 29.453 -0.013 0.045 -0.135
Si 3.081 3.613 25.485 0.048 0.072 0.092
Si 1.974 6.644 30.968 -0.065 0.063 -0.269
Si 3.916 16.266 29.075 -0.175 -0.017 -0.072
Si 15.603 6.117 29.473 0.036 0.128 -0.119
Si 2.443 6.242 26.632 -0.121 0.021 0.194
Si 15.079 12.65 33.863 -0.051 -0.044 0.164
Si 4.623 9.365 33.724 -0.144 0.031 -0.15
Si 6.605 1.265 28.707 -0.015 -0.005 -0.164
Si 9.148 3.654 28.941 -0.002 0.058 -0.137
Si 4.088 10.671 23.779 0.061 -0.023 0.443
Si 6.285 5.33 28.997 -0.026 0.188 -0.064
Si 2.443 11.715 29.314 0.027 -0.264 0.078
Si 9.062 8.03 30.607 0.06 -0.11 0.032
Si 11.527 8.402 29.106 0.084 -0.081 -0.081
Si 2.613 9.639 31.451 -0.166 -0.133 -0.148
Si 9.205 12.702 28.186 -0.026 -0.008 -0.08
Si 11.837 13.122 29.615 0.129 -0.026 -0.104
Si 2.16 2.2 32.806 -0.255 -0.084 -0.368
Si 1.667 16.153 31.166 -0.132 -0.012 -0.155
Si 0.894 14.014 29.238 -0.077 0.104 0.053
Si 6.645 3.721 33.47 0.105 0.323 -0.361
Si 1.798 5.156 33.521 -0.19 0.167 -0.389
Si 0.903 14.613 33.73 0.027 0.137 0.147
Si 3.35 4.702 29.271 -0.05 0.097 -0.123
Si 9.868 1.87 33.806 0.25 -0.191 0.168
Si 7.337 8.283 33.033 0.06 -0.274 -0.405
Si 9.068 9.651 28.098 0.017 -0.092 -0.011
Si 4.868 1.322 33.762 -0.225 -0.111 -0.138
Si 12.408 11.608 32.481 0.079 -0.137 -0.176
Si 12.206 3.975 33.762 0.089 0.17 0.236
Si 15.915 9.824 31.607 0.053 -0.078 -0.253
Si 14.639 8.822 29.135 0.076 0.031 -0.173
Si 13.239 5.924 31.572 0.056 0.07 -0.29
Si 8.779 1.522 30.884 -0.016 0.087 -0.257
Si 15.138 15.261 25.549 -0.042 -0.205 0.178
O 2.664 8.12 30.855 -0.083 -0.085 0.154
O 1.777 2.095 34.405 0.228 0.117 0.504
O 1.3 1.285 31.709 -0.1 0.136 -0.076
O 0.186 15.798 34.593 -0.219 0.065 -0.073
O 15.033 6.833 35.205 0.028 -0.009 0.678
O 0.491 5.001 34.495 0.092 0.011 0.334
O 7.304 6.648 32.955 -0.072 0.008 0.006
O 3.699 8.375 34.663 -0.398 -0.249 0.271
O 1.723 15.227 32.482 -0.077 -0.32 0.148
O 15.888 11.421 34.576 0.017 0.185 0.165
O 2.006 13.886 34.666 0.06 0.069 0.192
O 16.192 13.584 33.119 -0.017 -0.065 -0.341
O 5.377 16.189 34.027 0.082 0.077 0.033
O 4.242 1.695 35.249 0.145 0.233 -0.129
O 7.637 3.843 34.75 -0.25 0.094 0.186
O 5.563 6.352 0.041 0.322 0.192 0.08
O 7.686 4.445 28.879 0.072 -0.188 -0.297
O 5.294 4.567 33.799 -0.073 0.017 0.009
O 7.908 8.75 34.463 0.15 0.1 0.255
O 8.326 8.828 31.838 -0.087 -0.017 0.205
O 5.451 10.424 34.641 0.383 0.022 0.004
O 3.988 12.371 35.357 0.101 0.162 0.641
O 9.295 12.805 35.037 0.394 -0.252 0.229
O 7.164 14.668 35.16 -0.301 0.561 0.007
O 8.889 1.571 32.513 -0.053 -0.128 0.142
O 10.573 0.492 34.392 0.093 0.155 0.286
O 15.012 1.347 35.352 0.097 0.215 0.49
O 13.264 3.161 34.678 -0.344 0.053 0.029
O 9.609 6.861 35.313 -0.155 0.021 0.327
O 11.472 5.182 34.575 -0.154 0.123 0.085
O 13.153 8.685 34.587 -0.02 0.243 0.375
O 11.636 6.955 28.334 -0.207 -0.103 -0.111
O 11.341 11.861 33.719 -0.08 0.028 0.436
O 12.489 9.976 32.307 -0.367 0.173 -0.033
O 14.371 13.544 34.994 -0.003 0.025 -0.153
O 12.31 15.203 35.286 -0.166 -0.077 0.807
O 1.278 4.689 21.557 0.039 0.258 -0.194
O 3.262 5.24 25.601 -0.119 -0.156 -0.144
O 4.019 0.239 21.953 -0.13 0.351 0.078
O 2.778 2.53 21.152 0.001 0.029 -0.36
O 0.657 9.789 22.135 0.293 0.089 0.003
O 16.18 11.329 24.271 -0.01 -0.089 -0.197
O 4.9 7.022 22.264 -0.299 -0.198 -0.339
O 2.695 8.258 21.193 0.187 -0.047 -0.113
O 0.581 15.233 22.16 0.331 -0.325 -0.177
O 0.708 1.146 23.454 0.054 -0.123 0.156
O 3.712 11.259 22.281 -0.088 0.353 -0.47
O 2.425 13.487 21.365 0.232 0.027 -0.176
O 5.519 6.994 25.023 -0.02 0.21 -0.227
O 8.572 2.708 20.814 -0.314 0.072 0.012
O 10.38 0.921 21.429 -0.186 0.05 -0.004
O 10.845 0.047 23.868 0.182 0.093 -0.261
O 7.442 9.647 21.903 0.033 -0.159 -0.389
O 7.177 4.861 20.729 0.157 0.289 -0.254
O 10.24 7.475 25.202 0.046 0.109 0.052
O 9.398 7.78 22.031 -0.233 0.067 -0.073
O 8.108 13.719 21.008 0.127 0.113 -0.566
O 6.379 15.489 21.791 0.202 -0.164 -0.032
O 9.876 12.036 21.736 0.312 0.059 -0.388
O 8.483 12.419 24.091 -0.234 -0.267 -0.12
O 13.454 4.525 23.852 0.102 0.022 -0.308
O 11.976 4.53 21.526 -0.259 -0.023 -0.111
O 13.659 2.649 20.831 0.249 -0.01 -0.442
O 15.253 0.741 21.672 -0.013 0.1 -0.067
O 13.704 7.903 20.895 -0.158 0.242 -0.078
O 12.382 7.73 23.648 0.164 0.05 -0.086
O 15.266 5.788 21.736 0.109 0.284 -0.278
O 14.602 9.409 23.197 0.314 -0.188 0.245
O 13.705 13.867 21.201 -0.016 -0.372 -0.399
O 12.584 16.249 21.986 -0.146 -0.445 -0.138
O 15.045 15.979 24.065 -0.108 0.105 -0.111
O 15.267 11.685 21.823 0.259 0.266 -0.069
O 16.309 2.357 25.651 0.057 0.262 -0.072
O 0.624 1.692 28.166 -0.125 0.187 0.033
O 0.833 6.114 26.276 0.097 0.044 0
O 2.093 3.207 24.267 0.023 0.03 -0.124
O 14.937 6.663 24.939 0.116 0.031 0.001
O 16.061 3.669 23.35 -0.095 0.017 -0.015
O 2.822 10.153 24.762 -0.025 0.178 -0.131
O 0.711 8.391 24.936 0.029 -0.06 -0.078
O 12.273 9.777 21.982 0.151 -0.027 -0.253
O 11.122 12.336 23.966 -0.081 0.01 -0.129
O 13.837 12.518 24.204 0.07 0.122 -0.253
O 2.366 3.11 26.837 0.055 -0.045 -0.043
O 5.78 0.554 23.867 -0.095 -0.025 0.011
O 4.694 14.534 23.639 -0.051 -0.031 -0.051
O 9.422 0.843 25.851 -0.182 0.293 0.082
O 11.812 2.465 23.167 -0.204 -0.271 -0.083
O 6.627 2.767 22.529 -0.105 -0.026 -0.036
O 7.095 2.359 25.158 0.035 0.081 -0.212
O 7.932 8.346 24.178 0.063 0.319 -0.09
O 7.945 6.6 26.083 0.038 -0.199 0.104
O 3.825 13.833 26.009 0.088 0.135 0.047
O 3.407 12.216 28.088 0.168 0.005 -0.31
O 8.769 14.947 24.71 0.242 0.195 -0.067
O 6.525 13.684 25.43 -0.248 -0.118 -0.084
O 8.369 0.876 23.431 -0.1 -0.047 -0.264
O 9.205 2.483 27.795 0.228 -0.074 0.05
O 14.483 4.46 26.25 0.199 -0.172 -0.217
O 0.701 6.119 23.608 0.082 0.082 -0.132
O 12.483 6.151 25.712 -0.046 -0.041 -0.388
O 10.991 5.262 23.763 0.066 0.014 -0.289
O 13.815 14.621 26.334 0.104 -0.01 -0.185
O 12.546 10.218 24.641 0.109 -0.05 -0.221
O 8.882 13.129 26.639 0.092 0.239 0.192
O 9.642 10.122 23.436 0.152 -0.22 0.062
O 15.024 10.285 28.465 0.083 -0.007 0.043
O 12.248 12.4 26.303 -0.154 -0.159 -0.057
O 3.105 0.902 28.117 -0.057 -0.001 -0.09
O 14.572 2.344 27.687 0.006 -0.141 0.168
O 6.267 4.605 26.059 -0.145 -0.065 -0.223
O 4.508 2.841 25.396 0.086 -0.275 0.139
O 2.801 7.858 26.488 0.307 -0.021 -0.251
O 15.638 11.256 30.837 -0.087 0.19 -0.021
O 5.078 9.351 23.707 0.035 0.031 -0.133
O 5.783 8.69 32.805 -0.024 0.108 0.188
O 3.153 10.649 30.283 0.233 0.188 -0.126
O 12.04 12.3 31.024 0.082 -0.072 0.197
O 4.128 14.808 28.397 0.035 -0.076 0.204
O 1.075 10.982 28.768 0.008 0.037 -0.024
O 6.046 2.369 27.612 0.17 0.251 0.169
O 7.656 0.339 27.858 0.083 -0.046 0.188
O 10.709 9.483 28.186 -0.046 0.05 -0.27
O 12.895 4.445 28.35 0 -0.143 -0.288
O 3.117 7.656 23.973 -0.032 0.017 -0.07
O 6.324 6.09 30.448 -0.039 -0.254 0.12
O 8.632 9.151 26.605 -0.11 0.025 -0.163
O 7.39 4.251 32.088 -0.064 -0.205 0.248
O 15.936 13.094 29.006 0.015 -0.037 0.201
O 4.828 11.926 24.507 0.065 -0.075 0.06
O 7.34 1.753 30.098 0.069 0.118 0.142
O 10.197 16.251 28.135 -0.032 -0.156 0.156
O 12.013 5.657 30.532 0.024 -0.186 0.219
O 10.298 4.746 28.642 -0.077 0.104 -0.02
O 15.019 7.346 28.487 0.152 0.017 0.265
O 15.547 4.71 28.634 0.051 -0.174 -0.123
O 13.037 8.916 29.416 -0.055 -0.059 -0.069
O 14.988 9.377 32.863 -0.007 0.168 0.055
O 14.824 12.193 26.607 0.026 0.084 -0.022
O 13.898 12.146 32.871 0.257 0.017 -0.162
O 16.047 13.924 25.144 0.261 -0.017 0.181
O 11.259 14.62 29.979 0.107 0.028 0.24
O 15.657 16.395 26.622 -0.13 0.058 0.222
O 2.554 3.263 29.37 0.128 -0.234 0.311
O 0.727 6.425 29.936 0.038 -0.139 -0.136
O 1.48 6.395 32.498 -0.199 0.057 0.201
O 1.996 3.815 32.57 -0.088 0.16 0.045
O 1.655 14.219 27.765 -0.076 -0.034 -0.004
O 0.652 15.432 30.049 0.037 0.061 -0.08
O 14.665 5.886 30.788 0.077 0.035 0.388
O 3.137 5.549 30.635 0.335 0.005 0.056
O 6.024 6.441 27.798 0.011 -0.066 -0.016
O 10.748 12.403 28.638 0.104 -0.215 -0.111
O 3.148 16.144 30.495 0.137 0.06 0.237
O 3.581 10.023 32.678 0.141 -0.063 0.036
O 1.414 9.708 35.256 -0.012 -0.009 0.3
O 2.769 5.71 28.118 -0.077 0.076 0.014
O 5.393 0.422 29.326 -0.069 0.026 -0.091
O 9.578 2.862 30.326 0.02 -0.102 0.331
O 6.177 2.172 33.288 -0.12 -0.317 -0.046
O 8.419 8.622 29.212 -0.013 0.041 0.036
O 3.076 5.574 34.468 0.05 -0.103 0.105
O 8.846 6.405 30.864 0.014 -0.019 0.239
O 4.936 4.393 29.04 0.14 -0.312 -0.039
O 3.693 1.621 32.668 0.094 -0.041 -0.23
O 1.944 13.075 30.115 0.183 0.03 -0.124
O 8.54 11.193 28.362 -0.018 -0.018 -0.246
O 10.677 8.275 30.514 0.026 0.216 0.309
O 13.117 4.684 32.614 0.049 -0.198 0.204
O 11.044 2.918 33.301 -0.338 -0.195 -0.502
O 1.083 9.849 31.986 0.011 -0.066 0.094
O 15.54 8.698 30.49 0.158 0.019 0.084
O 9.287 16.389 30.543 0.2 0.176 0.07
O 8.819 14.046 29.099 -0.092 0.01 0.152
O 13.135 7.393 32.273 0.049 0.169 0.327
O 13.191 13.218 28.652 -0.045 0.115 0.171
Si 0.017 0.014 5.536 0.02 0.058 -0.01
Si 2.776 2.729 5.475 0.034 0.068 -0.079
Si 0.008 5.473 5.534 -0.013 -0.014 -0.068
Si 2.745 8.167 5.535 -0.029 0.028 -0.018
Si 16.32 10.95 5.564 -0.021 -0.082 -0.003
Si 2.725 13.688 5.601 0.013 -0.01 0.037
Si 5.476 0.023 5.513 0.041 -0.033 -0.061
Si 8.163 2.771 5.491 0.023 -0.04 -0.033
Si 5.443 5.446 5.451 -0.015 -0.019 -0.027
Si 8.199 8.185 5.486 -0.037 -0.013 -0.041
Si 5.496 10.925 5.518 -0.032 0.015 -0.006
Si 8.185 13.678 5.539 -0.01 -0.021 -0.021
Si 10.887 0.03 5.575 -0.039 -0.012 0.013
Si 13.654 2.781 5.587 0.067 0.039 0.03
Si 10.878 5.526 5.453 0.043 -0.05 -0.04
Si 13.647 8.215 5.51 0.049 0.014 -0.075
Si 10.912 10.945 5.524 0.048 0.035 -0.063
Si 13.646 13.66 5.577 -0.029 0.019 -0.004
Si 1.396 1.386 6.881 -0.04 -0.047 -0.042
Si 4.106 4.099 6.867 -0.006 -0.015 -0.005
Si 1.371 6.822 6.906 0.011 -0.017 0.012
Si 4.113 9.555 6.878 0.026 -0.04 -0.006
Si 1.333 12.296 6.914 0.015 0.022 -0.015
Si 4.112 15.068 6.909 -0.064 0.016 0.013
Si 6.832 1.388 6.881 -0.018 -0.005 0.001
Si 9.542 4.14 6.852 -0.057 0.034 -0.026
Si 6.818 6.811 6.84 0.029 -0.015 -0.029
Si 9.555 9.554 6.875 0.019 0.004 -0.017
Si 6.831 12.298 6.9 -0.007 0.018 0.004
Si 9.538 15.041 6.919 0.001 0.021 0.012
Si 12.28 1.389 6.92 0.057 -0.036 -0.002
Si 15.043 4.129 6.921 -0.059 0.012 0.03
Si 12.264 6.847 6.862 -0.027 0.047 -0.032
Si 14.992 9.557 6.92 -0.006 0.039 0.002
Si 12.268 12.293 6.921 -0.014 0.013 0.005
Si 15.036 15.048 6.906 0.02 -0.049 -0.047
Si 0.011 2.738 8.258 -0.009 0.006 -0.001
Si 2.738 0.017 8.268 0.034 0.015 0.009
Si 16.391 8.19 8.258 0.01 0.019 0.003
Si 2.736 5.447 8.255 -0.026 0.003 0.001
Si 16.387 13.671 8.277 0.008 0.02 0.018
Si 2.726 10.914 8.244 -0.034 -0.01 0.003
Si 5.464 2.741 8.25 0.014 0.005 0.006
Si 8.173 0.012 8.266 -0.002 -0.032 -0.001
Si 5.47 8.176 8.239 -0.022 0.02 -0.002
Si 8.179 5.474 8.244 0.021 -0.01 0.007
Si 5.459 13.667 8.261 -0.004 -0.021 -0.004
Si 8.194 10.92 8.255 -0.001 0.026 -0.006
Si 10.902 2.77 8.25 0.019 -0.027 -0.008
Si 13.656 0.009 8.269 -0.02 0.008 0.007
Si 10.913 8.197 8.255 0.01 -0.002 0.005
Si 13.643 5.49 8.251 0.058 -0.027 0.002
Si 10.907 13.67 8.277 0.034 0.01 -0.003
Si 13.63 10.92 8.281 -0.008 -0.013 0.009
Si 1.374 4.092 9.635 -0.01 -0.017 0.008
Si 4.105 1.376 9.628 -0.027 0.002 -0.002
Si 1.367 9.546 9.618 -0.001 0.003 0.005
Si 4.101 6.816 9.617 -0.011 -0.016 -0.005
Si 1.37 15.035 9.624 -0.02 -0.004 0.004
Si 4.087 12.286 9.614 -0.014 0.022 0.008
Si 6.827 4.101 9.619 0.001 -0.005 -0.008
Si 9.545 1.385 9.619 0.002 -0.013 -0.006
Si 6.825 9.548 9.616 0.001 0 0.002
Si 9.547 6.832 9.622 0.005 0.009 -0.012
Si 6.819 15.031 9.631 -0.004 0.016 0.01
Si 9.544 12.292 9.634 0.018 -0.005 0
Si 12.288 4.115 9.625 0 0.023 0.002
Si 15.036 1.373 9.627 0.004 -0.029 -0.002
Si 12.274 9.548 9.641 -0.004 0.025 0.002
Si 15.022 6.83 9.629 -0.035 0.02 0
Si 12.285 15.037 9.63 -0.001 -0.015 -0.002
Si 15.015 12.289 9.625 -0.01 -0.006 -0.007

Results
total energy: -115454.821 eV
total energy less fixed offsets of O -438.35, Si -107.03 eV per atom: 11.519 eV
